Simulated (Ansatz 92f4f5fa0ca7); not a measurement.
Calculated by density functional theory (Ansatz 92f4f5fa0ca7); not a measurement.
Periodic cell of 256 atoms, Si144O112, from a study of silicon, its oxide and their interface. The atomic structure is a simulated model.
Doubt: the cutoff is far below the 930 eV that the study's wrapper takes by default for these files, so forces and energies are approximate.
This geometry differs little from another in the collection (a relaxation step or a small displacement).

Settings: functional PBE; potential files Ansatz PAW; basis plane waves; wave-function cutoff 580 eV; density cutoff ratio 5; exchange-correlation grid ratio 1; k mesh 1 x 1 x 1, Gamma-centred; self-consistency stop 5e-08 eV per atom in the density residual; occupations fixed; spin none; net charge 0.

Cell vectors (angstrom)
a	10.938	0	0
b	0	10.938	0
c	-2.638	-4.898	36.4862

Atoms and the computed forces on them: element, x, y, z (angstrom), force x, y, z (eV/angstrom)
Si	-1.4724	-5.9341	29.1596	0.0158	-0.0155	0.0362
Si	1.4711	-3.4278	29.3201	-0.0026	0.0029	0.0268
Si	-0.7808	-1.2665	28.8623	-0.0036	0.0068	0.0015
Si	1.7768	-9.1557	28.9435	-0.0088	0.0085	0.0037
Si	-7.322	-5.7384	29.0047	-0.0013	0.0098	-0.0058
Si	-3.6668	-3.689	29.1777	-0.0079	-0.0038	0.0129
Si	4.0568	-0.4437	28.8958	0.0149	-0.0186	0.0227
Si	-3.8419	-8.8317	28.7801	0.0009	-0.0074	0.0381
Si	0.0961	-4.8544	30.5185	0.0055	0.0003	-0.0097
Si	2.9473	-1.9924	30.3767	0.0043	-0.0037	-0.0051
Si	0.1629	-10.4065	30.1762	-0.0053	0.0021	0.0063
Si	2.8122	-7.5451	30.339	-0.0051	-0.0038	0.0079
Si	-5.4384	-4.8451	30.2507	0.0064	0.0021	0.0052
Si	-2.462	-2.1317	30.3922	-0.002	0.0045	-0.0013
Si	5.6822	0.6911	30.1786	-0.0027	-0.0022	-0.0084
Si	-2.6151	-7.5888	30.3601	0.0046	0.0035	-0.0099
Si	-1.2681	-3.5138	31.8194	0.0046	-0.0016	0.0138
Si	1.4583	-0.7529	31.7052	-0.0028	-0.002	0.0078
Si	-1.2351	-9.0388	31.636	0.0003	0.0006	0.0063
Si	1.4461	-6.2903	31.7639	-0.0019	-0.0037	0.0125
Si	4.2175	-3.4883	31.7	-0.0036	-0.0012	0.0098
Si	6.9567	-0.7629	31.6331	-0.006	0.001	0.006
Si	4.2432	1.9748	31.6463	0.0037	0.0034	-0.0018
Si	-4.0751	-6.2533	31.6743	-0.0043	-0.0012	0.0002
Si	-2.638	-4.898	33.0679	-0.5529	-0.1932	0.1601
Si	0.0965	-2.1635	33.0679	0.3867	0.3166	0.4883
Si	-2.638	-10.367	33.0679	0.0934	0.0684	-0.3132
Si	0.0965	-7.6325	33.0679	-0.2475	-0.4851	0.1597
Si	2.831	-4.898	33.0679	0.099	0.1568	-0.0371
Si	5.5655	-2.1635	33.0679	0.3409	0.2491	-0.1509
Si	2.831	0.571	33.0679	0.1715	0.3626	-0.2073
Si	5.5655	-7.6325	33.0679	-0.0385	0.0324	0.1075
Si	1.3673	-1.3673	3.418	0.1592	0.003	0.2003
Si	4.1018	1.3673	3.418	0.0631	-0.2393	0.0752
Si	1.3673	4.1018	3.418	-0.4009	-0.1884	-0.1905
Si	4.1018	-4.1018	3.418	0.042	0.1681	-0.2112
Si	6.8362	-1.3673	3.418	-0.329	-0.1715	-0.4907
Si	-1.3673	1.3673	3.418	0.1309	0.276	-0.251
Si	6.8362	4.1018	3.418	0.1103	0.0348	0.2651
Si	-1.3673	-4.1018	3.418	0.0097	-0.3892	0.1407
Si	2.7668	-0.026	4.8254	0	-0.0007	-0.0032
Si	5.464	2.7211	4.787	0.0028	0.0016	-0.0059
Si	2.7031	5.4764	4.7196	-0.0004	0.0022	-0.0074
Si	5.4736	-2.7408	4.7841	-0.0008	0.0015	0.0008
Si	-2.7683	0.0134	4.6897	0.0061	0.0052	-0.0059
Si	-0.0166	2.725	4.823	-0.008	-0.0087	0.0105
Si	8.2212	5.4348	4.8528	0.0003	-0.0011	-0.0031
Si	0.0153	-2.7734	4.7743	0.0062	0.0039	-0.0099
Si	1.3772	1.3338	6.1737	0.0006	0.0043	-0.005
Si	4.0168	4.0855	6.0553	0.0043	-0.0076	0.0099
Si	1.3193	-4.2056	6.1581	-0.004	-0.0005	0.0091
Si	4.0862	-1.4554	6.2275	0.0026	0.0018	0.0086
Si	-4.1374	1.2806	6.1177	-0.0041	-0.0006	0.0134
Si	-1.446	3.9932	6.3121	0.0066	0.0107	-0.0012
Si	6.8177	-4.1175	6.171	0.0004	-0.0053	0.0054
Si	-1.4635	-1.412	5.9764	-0.003	-0.0026	0.0104
Si	-0.2442	0.0419	7.2857	-0.0029	0.0047	0.0005
Si	2.4633	3.0142	7.4654	0.0069	-0.0134	-0.0104
Si	0.1698	-5.7524	7.5647	-0.02	0.0119	-0.0162
Si	2.9698	-3.1662	7.4715	-0.0146	0.0239	-0.0091
Si	5.7045	-0.2778	7.5052	-0.0209	0.0126	-0.0215
Si	-2.5337	2.1972	7.5602	-0.0027	-0.0121	-0.006
Si	5.2104	5.5823	7.3683	0.0116	-0.0042	-0.0238
Si	-2.9758	-2.4655	7.4292	0.0157	-0.0125	-0.0141
Si	-1.2708	-6.2653	34.4352	-0.1364	-0.1248	-0.0323
Si	1.4637	-3.5308	34.4352	0.0419	0.1052	0.0079
Si	-1.2708	-11.7343	34.4352	0.0643	-0.0054	0.0025
Si	1.4637	-8.9998	34.4352	0.0716	0.0635	0.0145
Si	4.1982	-6.2653	34.4352	0.0444	-0.0101	-0.0079
Si	6.9327	-3.5308	34.4352	0.0699	-0.0175	0.0114
Si	4.1982	-0.7963	34.4352	0.0581	0.0768	-0.053
Si	6.9327	1.9382	34.4352	0.0384	0.0877	-0.0448
Si	0.0965	-4.898	35.8024	0.0238	0.0021	-0.0437
Si	2.831	-2.1635	35.8024	0.0031	-0.0737	-0.012
Si	0.0965	-10.367	35.8024	-0.0106	0.0032	-0.0177
Si	2.831	-7.6325	35.8024	-0.0645	0.0444	-0.0004
Si	5.5655	-4.898	35.8024	-0.0368	0.0468	-0.0118
Si	-2.638	-2.1635	35.8024	-0.0158	-0.0152	-0.0063
Si	5.5655	0.571	35.8024	0.0037	-0.0281	-0.0342
Si	-2.638	-7.6325	35.8024	0.0112	0.015	-0.0021
Si	1.3673	1.3673	0.6835	0.0218	-0.0225	0.0066
Si	4.1018	4.1018	0.6835	0.0091	-0.0052	0.0185
Si	1.3673	-4.1018	0.6835	0.0069	0.0186	0.0299
Si	4.1018	-1.3673	0.6835	-0.0193	0.0238	0.0094
Si	6.8362	1.3673	0.6835	0.0058	-0.0014	0.0365
Si	-1.3673	4.1018	0.6835	-0.0164	0.0291	0.0064
Si	6.8362	-4.1018	0.6835	0.0437	-0.0019	0.0053
Si	9.5708	-1.3673	0.6835	0.034	-0.0265	0.0202
Si	0	0	2.0507	-0.0257	0.0343	0.0395
Si	2.7345	2.7345	2.0507	-0.0847	-0.0713	0.0502
Si	0	-5.469	2.0507	-0.0643	-0.0909	-0.0311
Si	2.7345	-2.7345	2.0507	0.0496	0.0178	-0.0188
Si	5.469	0	2.0507	-0.0598	-0.0528	-0.044
Si	8.2035	2.7345	2.0507	0.0631	-0.0135	-0.0146
Si	5.469	5.469	2.0507	-0.0363	0.0215	0.0298
Si	8.2035	-2.7345	2.0507	-0.0972	-0.0072	0.0382
Si	-2.0464	4.819	19.3614	-0.0046	0.0007	0.0029
Si	3.667	0.9798	9.3476	0.0025	-0.0041	-0.0137
Si	-3.8891	0.093	18.6251	-0.0008	-0.0017	0.0036
Si	2.3691	4.0777	22.4577	0.0014	-0.0043	-0.0008
Si	6.3938	-6.7266	14.4283	0.001	-0.0004	0.0068
Si	1.8668	-6.4903	15.6751	0.0001	-0.0012	0.0063
Si	5.4041	-6.7663	26.9101	-0.0007	0.0019	0.0019
Si	2.1998	-4.2287	13.4017	-0.0023	-0.0039	0.0025
Si	-1.6473	4.0331	13.8163	-0.0005	-0.0003	0.0043
Si	7.8667	2.327	10.6661	-0.0048	0.0007	-0.0155
Si	-2.474	0.1466	26.6137	-0.0008	0.0009	-0.0008
Si	-8.821	0.2528	11.7554	0.0062	-0.0049	-0.0115
Si	3.3026	-1.3538	14.2148	0.0009	0.0031	0.0062
Si	1.6319	-1.1973	9.2636	0.003	-0.0005	-0.0122
Si	-1.721	-1.3234	20.4404	-0.0035	0.0018	-0.0042
Si	-6.5898	0.0888	22.2436	0.0009	-0.0001	-0.0021
Si	6.2671	-4.3346	25.4342	0	0.0042	0.0047
Si	9.2525	6.7001	9.6455	0.0056	-0.0023	-0.0043
Si	-10.3703	-6.5507	18.2358	0.0001	0.0002	0.003
Si	1.4956	0.0707	23.2588	-0.0004	0.0006	-0.0019
Si	0.3154	2.0187	16.4479	0.0008	-0.0045	0.0055
Si	0.3651	11.3629	20.3867	-0.0009	0.0018	-0.0033
Si	-0.1782	8.7856	22.942	-0.0028	0.0047	-0.0048
Si	-4.699	-2.1455	13.5392	-0.0005	-0.0003	0.0043
Si	6.5721	-5.9896	10.0254	0.0017	0.002	-0.0073
Si	-6.6698	-11.8669	19.379	-0.0001	0.001	-0.0024
Si	5.1806	-6.6364	23.9946	-0.0021	-0.0043	-0.0007
Si	-2.2301	-10.8226	15.8231	0	0.0029	0.0088
Si	-2.9796	0.2023	12.8509	-0.0037	0.0039	0.0055
Si	8.6695	-2.8562	15.1733	0.0021	-0.0003	0.0072
Si	0.7484	-5.7309	24.5208	0.0006	-0.0026	-0.0007
Si	5.3203	2.7049	19.1089	-0.002	-0.0022	0
Si	-0.7871	-4.1457	12.6059	0.0002	0.0025	-0.0056
Si	6.1842	2.5842	21.905	-0.0021	-0.0042	-0.0032
Si	-8.6132	-8.3647	19.8454	0.001	-0.0026	-0.0052
Si	4.5708	-7.9634	16.3665	-0.0016	-0.0012	0.0082
Si	4.9872	-4.8066	12.3529	-0.0018	-0.0018	-0.0006
Si	6.0402	-1.7953	26.8532	-0.0008	0.0076	-0.0012
Si	8.3786	5.3153	16.3414	0.0013	-0.0006	0.0088
Si	7.6843	-3.9537	21.0843	-0.0015	0.0015	-0.0059
Si	-1.8522	2.4054	21.5682	-0.0004	-0.002	0.0002
Si	2.9268	0.2689	16.853	-0.0015	0	0.0054
Si	0.2344	-7.3302	26.8244	0.0018	-0.0008	-0.0016
Si	-6.1829	-2.7099	21.5861	0.0024	0.0035	-0.0031
Si	10.3103	1.6859	12.1843	0.0019	0.0041	0
Si	9.0188	6.656	23.955	-0.0028	0.0004	-0.0031
Si	2.0425	-4.0529	22.5129	0.0046	0.001	-0.0008
Si	-0.8275	1.798	24.4822	-0.0027	-0.001	-0.0002
O	5.895	4.669	8.5668	0.0052	-0.0022	0.0156
O	-3.7029	-1.2367	12.6087	0.0008	-0.0006	0.0006
O	3.3666	6.2765	12.3503	0.0019	-0.0005	0.0009
O	1.2407	-0.0414	21.6568	0.0005	0.0016	0.0093
O	-4.1444	-2.7189	27.9474	0.001	-0.0018	0.0016
O	0.1924	-0.8952	8.5851	-0.0053	0.0013	-0.0001
O	-1.1085	8.0548	24.0475	-0.0015	-0.0027	0.0063
O	1.8909	-5.4497	14.4388	0	0.0032	-0.0018
O	-2.8669	-9.6025	27.6836	0.0035	-0.0057	-0.0079
O	0.9438	1.3919	11.8838	-0.0048	0.0021	0.0024
O	8.804	-4.0271	16.3268	-0.0002	0.0018	-0.0032
O	2.9175	0.6773	28.4267	-0.0063	0.0091	-0.0107
O	0.3791	-2.4299	28.4975	-0.0043	0.0007	-0.0078
O	1.3417	4.1004	8.0359	0.0066	0.0002	0.0141
O	-1.2456	1.2143	7.8454	0.0011	-0.0078	0.0065
O	2.7052	-2.866	14.1354	0.0012	0.0001	0.0002
O	2.3587	2.7963	21.462	0.0004	0.0037	0.0093
O	-1.4424	2.4096	10.9451	0.0025	-0.0032	0.0035
O	1.0738	4.7998	26.067	-0.0024	-0.0015	0.0024
O	7.8421	6.694	25.0581	-0.0001	0.0012	0.0027
O	5.3458	3.5421	17.7109	0.0002	-0.0009	-0.0016
O	-3.362	1.8248	21.6088	0.0034	0.0032	0.0024
O	-5.7827	-1.3345	22.4134	0	0	0.0036
O	-1.0046	-9.747	15.9633	-0.0027	-0.0015	-0.0005
O	-1.2442	-1.2677	22.0316	0.002	-0.0022	0.0066
O	2.5628	-0.3056	13.2029	0.0024	-0.0026	0.0065
O	8.5566	8.1386	20.3137	-0.0011	-0.0026	0.0056
O	-5.1725	-3.426	12.6829	-0.0001	0.0025	0.0015
O	2.2327	-2.6533	8.8719	-0.0006	-0.0044	0.0051
O	1.1546	3.9551	23.5348	0.0016	0.0011	0.0015
O	1.7012	6.4755	24.0805	-0.0012	0.0017	0.0039
O	5.1514	0.4843	8.8867	0.0032	0.0019	0.0098
O	6.8578	-1.3625	7.9984	0.0011	-0.002	0.0137
O	4.1196	-4.2505	7.9719	0.0021	-0.0032	0.0132
O	-10.0437	-1.3217	23.851	0.001	-0.0005	0.0054
O	-1.655	-1.4241	15.6843	-0.0015	-0.0012	-0.0008
O	-1.3809	-0.8037	27.387	0.0009	-0.0008	0.0038
O	-6.9515	0.095	20.6423	0.0002	-0.001	0.0056
O	8.4126	6.4803	22.4512	0.0025	-0.001	0.0075
O	3.3061	2.4652	8.7878	0.0015	0.0059	0.0079
O	-3.2334	-7.2566	13.6116	0.0009	-0.0021	-0.0001
O	0.7513	-3.1609	22.0037	-0.0013	-0.0009	0.0028
O	3.0213	-0.8667	15.7164	0.0007	-0.0008	-0.009
O	-0.8052	-6.6386	27.846	0.0042	-0.0044	-0.0103
O	-0.1277	-7.9578	17.7104	-0.0003	0.0004	-0.0003
O	-1.4462	2.5494	23.1552	-0.0022	-0.0001	-0.0002
O	-1.8716	3.6718	20.5259	0.0014	-0.0038	0.005
O	-1.1805	5.223	12.8125	0.0009	-0.0006	0.0027
O	-2.8659	-11.2763	19.8199	0.0007	-0.0002	0.001
O	5.3777	-5.9471	13.4424	-0.0005	0.001	-0.0005
O	-3.8503	-0.6805	26.2744	0	-0.0001	0.0045
O	1.4326	0.9003	16.83	0.001	0	0.0002
O	6.913	-5.7255	15.6204	-0.0026	-0.002	-0.0017
O	-7.4271	-3.3608	22.4185	-0.0049	-0.0026	0.0044
O	-2.1123	-2.9634	8.7348	-0.0008	-0.0008	0.0055
O	1.184	-8.411	27.5866	-0.001	0.0018	0.0009
O	-5.2879	3.3856	20.561	0.0006	-0.0004	0.0045
O	4.7096	-1.0981	27.5085	0.0009	-0.0001	-0.0029
O	7.8338	0.522	14.4761	0.0001	-0.0016	-0.0022
O	-3.1784	-5.1408	19.9863	0.0004	0.0016	0.0041
O	-0.7792	-8.2271	13.4479	0.0003	-0.0021	-0.0007
O	-0.846	-5.4557	24.293	0.0005	0.0002	0.0046
O	-4.5615	-7.212	23.0497	0.0004	0.0021	0.0039
O	0.6446	1.2085	24.0474	0.002	-0.0025	0.002
O	1.5635	-1.0225	10.8803	-0.0004	0.0027	0.0083
O	5.4483	-5.1729	10.8511	-0.0005	0.0001	0.003
O	2.5038	-4.5536	28.5972	0.0155	-0.0191	-0.0046
O	-3.1752	-10.798	17.1605	0.0021	-0.0002	-0.0025
O	-2.6088	-6.3335	17.8168	-0.0003	0.0013	-0.0017
O	7.9634	-5.2068	9.7659	-0.0061	-0.0026	0.002
O	3.9466	-6.4522	27.5537	0.0044	-0.002	-0.0013
O	-0.326	-0.8804	19.6485	0.0007	0.0006	0.0023
O	11.7591	-3.9284	12.6089	-0.0003	-0.0016	0.0024
O	-7.1724	2.2345	19.2094	0.0003	0.0028	0.004
O	4.043	1.4389	16.5638	-0.0013	0.0004	0.0006
O	-1.4829	4.4963	15.385	0.0013	-0.0018	-0.0027
O	1.3479	1.3278	19.4783	-0.0002	0.0025	0.0043
O	2.63	-0.0635	8.6317	-0.0014	0.0006	0.0022
O	6.946	3.646	10.9213	-0.0005	-0.0017	0.0055
O	1.0452	3.0496	15.3775	-0.0002	0.0015	-0.0002
O	-0.447	-5.0462	8.9347	-0.0015	0.0009	0.0093
O	-1.2843	-3.6883	11.1248	-0.0006	0.0001	0.006
O	6.1731	-5.3235	26.7439	-0.0027	0.0032	-0.001
O	7.0732	-2.6376	14.857	-0.0028	0.0018	-0.0039
O	-4.8081	-3.58	21.431	0.0004	-0.0015	0.0015
O	-6.7723	-2.4103	20.0726	-0.0003	-0.0029	0.0045
O	-0.8566	1.3504	20.887	-0.0029	0.0041	0.0045
O	-5.7279	-9.5071	22.508	0.0019	0.0031	0.0005
O	5.6096	-7.9819	15.1085	0.0019	0.0008	-0.0022
O	-1.8404	0.686	25.1877	0.0049	0.0053	-0.0046
O	-5.1874	-11.8314	18.6729	-0.0006	0.0009	0.0021
O	-0.6316	2.8806	25.6658	-0.0013	-0.0018	0.0031
O	3.1765	-11.4987	18.2417	-0.0003	0.0001	-0.0016
O	5.2108	-7.4241	25.4292	-0.001	-0.0002	0.004
O	-2.5782	-4.8196	28.6337	-0.0146	0.0182	-0.0139
O	3.1199	0.1842	23.3375	-0.0045	-0.0001	0.0051
O	5.421	-5.0398	24.2287	-0.0007	0.0003	0.0044
O	1.1646	-5.7335	16.9541	0.0005	-0.0001	-0.0018
O	3.7757	-6.8681	23.2506	-0.0073	0.0013	0.0006
O	3.409	0.9104	10.9658	-0.0058	-0.0011	0.0141
O	7.6867	2.1595	9.0501	0.0044	0.0024	0.0042
O	4.9108	-1.3049	13.9505	-0.0011	-0.0036	0.0012
O	-1.3623	0.2495	12.5254	0.0015	-0.0028	0.0002
O	2.1526	-5.4479	21.6504	-0.0005	-0.0017	0.0043
O	-4.4824	12.5007	18.9527	-0.0015	0.0012	0.0015
O	-3.6572	1.2193	11.7412	0.001	-0.0037	0.0061
O	5.6271	-2.8477	25.6653	0.0007	-0.0099	-0.0011
O	1.8078	14.9033	19.1928	0.0007	-0.0037	0.0026
O	3.3918	-6.9004	16.0446	-0.0015	0.0003	-0.0012
O	-0.498	-5.6328	19.0711	-0.0012	-0.0007	0.0025
O	-4.7473	-7.7731	27.9001	-0.0094	0.0098	-0.0114
O	-1.4838	-3.2789	13.8002	-0.001	-0.001	0.0013

Results
free energy: -155242.755 eV
free energy less fixed offsets of O -568.88, Si -635.61 eV per atom: -0.355 eV

The program warned: the cutoff lies below the one the program advises for these potential files; the exchange-correlation potential is rough where the density is thin.
